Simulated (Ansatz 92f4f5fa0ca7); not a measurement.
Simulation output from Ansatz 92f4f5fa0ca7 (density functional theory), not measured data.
Periodic cell of 213 atoms, Si129O80As4, from a study of silicon, its oxide and their interface. The atomic structure is a simulated model.
Doubt: the cutoff is far below the 930 eV that the study's wrapper takes by default for these files, so forces and energies are approximate.

Settings
functional: PBE
potential files: Ansatz PAW
basis: plane waves
wave-function cutoff: 580 eV
density cutoff ratio: 5
exchange-correlation grid ratio: 1
k mesh: 1 x 1 x 1, Gamma-centred
self-consistency stop: 5e-08 eV per atom in the density residual
occupations: fixed
spin: none
net charge: 0

Cell vectors (angstrom)
a, 10.938, 0, 0
b, 0, 10.938, 0
c, 0, 0, 31.657

Atoms: element, x, y, z (angstrom)
Si, -0.666, 0.7461, 24.2211
Si, 6.0125, -0.6186, 24.2259
As, 2.244, 3.1851, 24.2209
Si, 8.4802, 2.4409, 24.1854
As, 0.4775, 4.9894, 24.1811
Si, 5.1843, 5.8373, 24.2198
Si, 3.3802, 7.4963, 24.0221
Si, 7.7556, 8.6121, 24.3814
Si, 1.2321, 1.4607, 25.5402
Si, 6.8652, 1.2871, 25.4541
Si, 4.0867, 4.1289, 25.4966
Si, 9.5855, 4.091, 25.5139
Si, 1.5185, 6.769, 25.4336
Si, 6.7503, 6.8913, 25.6346
Si, 4.1071, 9.4327, 25.3615
Si, 9.5603, 9.6897, 25.4672
Si, 2.7272, -0.0248, 26.7465
Si, 8.2083, 0.0061, 26.9197
Si, -0.0353, 2.7846, 26.9582
Si, 5.4658, 2.6872, 26.8009
Si, 2.7524, 5.4425, 26.9195
Si, 8.2029, 5.4945, 26.8506
Si, 0.0365, 8.2151, 26.7548
Si, 5.4023, 8.2504, 26.9473
Si, 4.1018, 1.3673, 28.2388
Si, 9.5708, 1.3673, 28.2388
Si, 1.3673, 4.1018, 28.2388
Si, 6.8362, 4.1018, 28.2388
Si, 4.1018, 6.8362, 28.2388
Si, 9.5708, 6.8362, 28.2388
Si, 1.3673, 9.5708, 28.2388
Si, 6.8362, 9.5708, 28.2388
Si, 0, 0, 29.606
Si, 5.469, 0, 29.606
Si, 2.7345, 2.7345, 29.606
Si, 8.2035, 2.7345, 29.606
Si, 0, 5.469, 29.606
Si, 5.469, 5.469, 29.606
Si, 2.7345, 8.2035, 29.606
Si, 8.2035, 8.2035, 29.606
Si, 1.3673, 1.3673, 30.9733
Si, 6.8362, 1.3673, 30.9733
Si, 4.1018, 4.1018, 30.9733
Si, 9.5708, 4.1018, 30.9733
Si, 1.3673, 6.8362, 30.9733
Si, 6.8362, 6.8362, 30.9733
Si, 4.1018, 9.5708, 30.9733
Si, 9.5708, 9.5708, 30.9733
Si, 2.7345, 0, 0.6835
Si, 8.2035, 0, 0.6835
Si, 0, 2.7345, 0.6835
Si, 5.469, 2.7345, 0.6835
Si, 2.7345, 5.469, 0.6835
Si, 8.2035, 5.469, 0.6835
Si, 0, 8.2035, 0.6835
Si, 5.469, 8.2035, 0.6835
Si, 4.1018, 1.3673, 2.0507
Si, 9.5708, 1.3673, 2.0507
Si, 1.3673, 4.1018, 2.0507
Si, 6.8362, 4.1018, 2.0507
Si, 4.1018, 6.8362, 2.0507
Si, 9.5708, 6.8362, 2.0507
Si, 1.3673, 9.5708, 2.0507
Si, 6.8362, 9.5708, 2.0507
Si, 0, 0, 3.418
Si, 5.469, 0, 3.418
Si, 2.7345, 2.7345, 3.418
Si, 8.2035, 2.7345, 3.418
Si, 0, 5.469, 3.418
Si, 5.469, 5.469, 3.418
Si, 2.7345, 8.2035, 3.418
Si, 8.2035, 8.2035, 3.418
Si, 1.3763, 1.329, 4.7001
Si, 6.8488, 1.3396, 4.8834
Si, 4.1051, 4.0842, 4.7583
Si, 9.5873, 4.0672, 4.821
Si, 1.4121, 6.8168, 4.8318
Si, 6.8126, 6.8668, 4.7511
Si, 4.1358, 9.5301, 4.9096
Si, 9.5455, 9.6253, 4.686
Si, 2.686, 0.0502, 6.1597
Si, 8.2618, -0.1074, 6.2308
Si, 0.0539, 2.6124, 6.1094
Si, 5.4407, 2.7609, 6.1879
Si, 2.7611, 5.3707, 6.2132
Si, 8.2003, 5.5117, 6.0745
Si, 0.0066, 8.3315, 5.9902
Si, 5.5441, 8.1247, 6.3442
Si, 3.5822, 1.8784, 7.4156
As, 10.0532, 0.8677, 7.5166
Si, 1.8043, 3.5261, 7.4311
Si, 6.4554, 4.5916, 7.3609
Si, 4.6195, 6.187, 7.4579
Si, 9.2093, 7.3303, 7.2027
As, 0.92, 9.9944, 7.512
Si, 7.4661, 8.9489, 7.5371
O, 1.1048, 3.7693, 8.9259
O, 4.0155, 1.3951, 8.9721
O, 4.0019, 6.3424, 9.0319
O, 7.2182, 4.2061, 8.8172
O, 7.3112, 9.2094, 9.2063
O, 10.1084, 6.9927, 8.5727
O, 5.62, -0.2658, 22.6415
O, 8.3453, 7.8103, 23.0191
O, 2.9045, 7.6879, 22.4028
O, 6.2032, 5.3153, 22.9849
O, 7.7011, 3.0724, 22.7997
O, -0.0575, 11.4833, 22.6831
Si, -2.2912, 16.6572, 14.4316
Si, -2.9523, 3.3081, 12.9207
Si, 7.6018, 8.4563, 10.6322
Si, -1.1193, -1.1625, 12.6055
Si, 11.4263, 10.6305, 16.9433
Si, -4.4272, 9.2407, 19.5172
Si, 7.0922, 4.37, 21.9868
Si, -17.1859, -0.0332, 21.3387
Si, -1.4536, 5.7313, 20.2869
Si, 1.1124, 4.1274, 20.0869
Si, 5.5568, 20.0138, 12.8419
Si, 8.3839, -0.2519, 17.5045
Si, 7.7136, 9.7486, 14.7468
Si, 10.885, 7.1949, 12.7314
Si, 2.9715, 3.8431, 15.1551
Si, 13.2746, 8.7571, 21.3126
Si, 4.1494, 5.3633, 10.3311
Si, 6.7139, 4.0269, 10.3565
Si, -2.4242, 8.3193, 21.4876
Si, 15.9458, 6.9888, 17.8007
Si, 0.2675, 3.8776, 10.3024
Si, 5.6131, 2.4778, 14.7385
Si, 14.8103, 0.6135, 12.9145
Si, 12.3762, -5.6036, 17.3667
Si, 13.0765, 5.3007, 12.4894
Si, 1.3784, 12.2442, 14.4855
Si, 9.449, -6.032, 17.1636
Si, -4.6839, 18.1027, 14.9176
Si, 7.4806, 2.5795, 17.2482
Si, 11.7204, 1.3644, 19.3031
Si, 3.3389, 2.4338, 20.362
Si, -0.2261, -0.5539, 21.5064
Si, 13.0184, 8.103, 18.1562
Si, 4.3623, 13.2515, 10.2704
Si, 5.5099, 4.1299, 19.2375
Si, 10.319, -9.2566, 12.2525
Si, 9.6943, 6.4226, 10.0292
O, 16.7623, -2.765, 18.5261
O, 9.0132, -4.9633, 16.0084
O, 2.7741, 4.3423, 13.6231
O, 3.5226, 7.609, 17.5878
O, -1.734, 9.7947, 21.5108
O, -8.8105, 13.3967, 15.3778
O, 2.2272, -2.7579, 19.7821
O, -7.6363, -0.8721, 21.3806
O, 13.4957, 5.0027, 16.2317
O, 10.7444, -3.9385, 11.1254
O, 7.029, 5.9136, 14.2145
O, 1.1652, 15.4012, 11.5162
O, 7.8731, 4.0571, 11.4838
O, 5.5805, -4.2583, 16.3072
O, 4.3121, 12.5078, 21.3405
O, 4.2002, 14.1102, 19.202
O, 3.8367, 1.5835, 11.6142
O, 2.3694, 0.5114, 13.4811
O, -4.9697, 13.5022, 10.4364
O, -1.7967, 10.0881, 14.059
O, 8.9272, 15.1308, 13.9262
O, 5.1146, 5.6326, 18.7081
O, 2.335, 14.5083, 21.0537
O, -2.1833, 1.8957, 12.6811
O, 11.1164, 2.8339, 19.6773
O, 0.059, 5.2126, 20.6765
O, -7.6449, 5.9916, 11.5678
O, -4.3338, 3.462, 18.2668
O, 10.5114, 0.1161, 11.9134
O, 9.9051, -6.122, 10.0128
O, -2.2434, 3.534, 16.7909
O, 7.0219, 8.4515, 20.845
O, 5.7142, 5.2574, 10.757
O, 4.564, 3.5747, 15.3364
O, 15.7396, -9.7333, 14.1267
O, 8.3789, 5.0725, 21.2667
O, 6.2131, 8.4411, 11.4892
O, 6.5912, 2.1075, 15.9763
O, 5.1749, 7.8582, 13.8921
O, -1.4962, 7.3319, 20.5762
O, -0.2441, 2.448, 10.8739
O, 12.8494, 4.7454, 18.8071
O, 0.08, 4.5773, 16.935
O, 12.4836, -1.4358, 17.4988
O, -4.3366, 10.0762, 13.6092
O, -5.4353, -0.4926, 19.9788
O, -2.7473, 1.2996, 17.9687
O, -3.4508, -2.7367, 15.2027
O, 4.2991, 10.031, 12.4758
O, 17.0015, 4.066, 20.7592
O, 0.0111, 0.1737, 20.0747
O, 7.8023, -1.1392, 18.7203
O, -4.4355, -7.8689, 13.5187
O, 0.833, 9.1813, 21.7643
O, 11.6929, 21.9847, 15.3999
O, 1.2757, 6.4408, 13.2796
O, 0.651, 12.0496, 17.7219
O, -1.0455, 10.1424, 17.1978
O, 12.021, 6.9166, 17.6098
O, 0.1234, 19.7199, 12.9582
O, 2.3718, 1.3359, 19.6435
O, 9.5357, 6.7188, 13.5119
O, 11.2168, 2.0791, 13.559
O, 8.7377, -1.7348, 11.5333
O, 8.1663, 6.9304, 10.3688
O, -7.2634, 3.8013, 10.0586
O, 20.1076, 5.4386, 18.6911
O, 7.5354, -0.3717, 16.1233

Results
free energy: -146930.620 eV
free energy less fixed offsets of As -4856.12, O -568.88, Si -635.61 eV per atom: -2.050 eV

Forces (eV/angstrom), in the order of the atoms: element, x, y, z
Si, 0.5439, -0.3361, 0.1948
Si, -0.285, 0.3723, -0.1079
As, 0.3062, -0.0741, -0.4098
Si, -0.4876, 0.4683, -0.1014
As, -0.2586, 0.0941, -0.3603
Si, 0.6486, -0.3974, 0.1351
Si, -0.667, 0.3197, -0.1745
Si, 0.293, -0.3503, 0.1
Si, -0.141, -0.0133, 0.1489
Si, -0.1413, -0.1358, 0.0781
Si, -0.227, -0.0003, 0.1526
Si, 0.1366, -0.0042, 0.1475
Si, 0.0379, -0.0625, 0.1363
Si, 0.0006, 0.1247, 0.0298
Si, 0.1496, 0.0626, -0.108
Si, -0.1074, 0.0839, -0.2126
Si, -0.1346, 0.0262, 0.0511
Si, 0.0194, 0.0613, 0.0721
Si, -0.2738, -0.2934, 0.0234
Si, 0.1133, 0.1644, 0.012
Si, 0.3581, 0.3295, 0.0111
Si, -0.0633, -0.135, 0.0032
Si, 0.0797, -0.0347, 0.0401
Si, 0.0091, -0.1047, 0.0787
Si, -0.1308, -0.2614, -0.6766
Si, -0.1311, 0.0555, 0.5405
Si, 0.0207, 0.1748, 0.4797
Si, -0.0211, -0.2013, -0.4932
Si, -0.1966, -0.0266, 0.5625
Si, 0.2952, 0.2274, -0.5679
Si, 0.1081, -0.0482, -0.6796
Si, -0.1048, 0.1879, 0.3523
Si, -0.0594, 0.0506, -0.0224
Si, 0.0782, -0.029, 0.0575
Si, -0.1012, -0.0248, -0.0194
Si, 0.001, -0.0953, 0.053
Si, 0.1292, 0.0599, 0.035
Si, -0.0238, 0.0589, -0.0049
Si, 0.0265, -0.089, 0.0417
Si, -0.0187, 0.0318, -0.0105
Si, 0.0297, -0.0443, 0.0283
Si, -0.0313, 0.1142, -0.0005
Si, 0.0574, -0.0237, 0.0162
Si, -0.0575, 0.0163, -0.0356
Si, -0.0672, 0.0756, -0.0072
Si, 0.0432, -0.0777, 0.0227
Si, -0.0722, 0.0037, -0.0215
Si, 0.0369, -0.0098, 0.0201
Si, 0.0971, -0.0387, 0.0178
Si, -0.0559, 0.0479, -0.0147
Si, -0.0713, 0.0618, -0.0201
Si, 0.0442, -0.1011, 0.013
Si, -0.0724, 0.0404, -0.0179
Si, 0.0941, -0.0199, 0.0152
Si, 0.0592, -0.1017, 0.0159
Si, -0.0384, 0.0599, -0.0252
Si, -0.0906, 0.0898, 0.0112
Si, 0.1029, -0.0053, -0.0695
Si, 0.0699, -0.0136, -0.0248
Si, -0.0656, 0.0413, 0.015
Si, 0.0665, -0.032, -0.051
Si, -0.0844, 0.0172, 0.0292
Si, -0.1227, 0.044, 0.0093
Si, 0.0482, -0.0737, -0.0435
Si, -0.0605, 0.1494, -0.8444
Si, 0.0372, -0.1692, 0.7468
Si, 0.1036, -0.0286, -0.4101
Si, -0.0668, -0.2283, 0.4846
Si, 0.116, -0.0597, 0.4316
Si, -0.1373, 0.0709, -0.1966
Si, 0.3389, -0.0611, 0.5382
Si, -0.1812, 0.0565, -0.4489
Si, 0.2777, 0.2337, -0.0515
Si, 0.0392, -0.0259, -0.0296
Si, -0.0332, -0.012, -0.2022
Si, 0.0889, -0.0211, -0.0245
Si, -0.073, -0.0257, -0.0044
Si, 0.048, -0.0131, -0.0542
Si, -0.0135, 0.0895, -0.0035
Si, -0.1757, -0.2645, -0.0675
Si, -0.0917, 0.023, -0.0561
Si, -0.005, -0.0333, -0.1574
Si, 0.0494, -0.032, -0.1318
Si, -0.0331, 0.1091, 0.1424
Si, 0.0917, -0.0105, 0.0109
Si, -0.0917, 0.055, 0.0595
Si, -0.1169, 0.066, -0.1083
Si, -0.0954, -0.0816, -0.0397
Si, 0.2662, -0.4731, -0.0707
As, -0.0281, 0.195, 0.3777
Si, -0.5785, 0.1991, -0.0047
Si, 0.4047, -0.3896, -0.018
Si, -0.4246, 0.3447, 0.0912
Si, 0.5313, -0.1951, -0.1945
As, 0.0929, -0.1083, 0.2048
Si, -0.1945, 0.3747, 0.1647
O, 0.2477, -0.1041, -0.1414
O, -0.1803, 0.1455, -0.1431
O, 0.1453, -0.1264, -0.1621
O, -0.1383, 0.1564, -0.1149
O, 0.0932, -0.0887, -0.3127
O, -0.241, 0.1051, -0.0229
O, 0.1303, -0.1013, 0.1137
O, -0.1314, 0.0854, -0.0139
O, 0.2414, -0.2344, 0.3397
O, -0.1388, 0.0511, 0.0216
O, 0.1614, -0.1659, 0.2039
O, -0.121, 0.1018, 0.0169
Si, 0.0378, 0.0137, 0.072
Si, 0.0791, -0.1175, 0.2166
Si, 0.0664, 0.0227, 0.2463
Si, 0.1822, 0.013, 0.0929
Si, -0.0046, 0.0918, -0.0035
Si, -0.0004, -0.0226, -0.1947
Si, -0.0036, -0.0004, -0.0827
Si, 0.1081, 0.1029, -0.1153
Si, 0.1236, -0.103, -0.328
Si, 0.0099, -0.1202, -0.0691
Si, -0.035, 0.0749, 0.1435
Si, -0.0038, 0.011, -0.0353
Si, 0.0331, -0.0704, -0.0737
Si, 0.1104, -0.0214, 0.1941
Si, -0.0973, 0.0617, 0.0467
Si, 0.0338, 0.1327, -0.1617
Si, -0.0294, 0.1758, 0.3104
Si, 0.0869, -0.017, 0.1951
Si, 0.0297, -0.0229, -0.1894
Si, 0, -0.0079, -0.1039
Si, 0.0456, 0.0263, 0.1543
Si, -0.0064, 0.0461, 0.0468
Si, -0.0113, -0.2171, 0.1243
Si, -0.0275, -0.04, -0.0339
Si, -0.1329, 0.1662, 0.1817
Si, 0.0065, 0.0625, -0.0672
Si, 0.0634, 0.0443, -0.0194
Si, -0.0152, -0.0093, 0.1142
Si, 0.049, 0.0572, -0.0035
Si, 0.142, 0.245, -0.0323
Si, -0.1842, 0.04, -0.2247
Si, 0.0001, 0.1422, -0.1349
Si, 0.0219, -0.1446, -0.301
Si, 0.1048, 0.0536, 0.2736
Si, -0.1053, 0.0449, -0.2987
Si, -0.035, -0.1137, 0.1499
Si, 0.1427, 0.0626, 0.3332
O, 0.0452, 0.0957, 0.1272
O, -0.0206, -0.0067, 0.0192
O, 0.0479, -0.0186, -0.1298
O, -0.0324, 0.0446, 0.0159
O, -0.0465, 0.0339, 0.0267
O, 0.0151, -0.0478, 0.0208
O, -0.0036, 0.0404, 0.2561
O, -0.0634, -0.1096, 0.0756
O, -0.0116, -0.0476, -0.0119
O, -0.0505, -0.0462, -0.1479
O, 0.0046, 0.0105, -0.0656
O, -0.0246, -0.0293, -0.0588
O, -0.08, -0.0095, -0.1168
O, -0.0186, 0.0045, 0.0099
O, 0.0545, -0.0638, 0.088
O, 0.0394, -0.0415, 0.0655
O, -0.0041, 0.0856, -0.1447
O, 0.0531, 0.0269, -0.0063
O, -0.0572, -0.0198, -0.0902
O, -0.0785, -0.0489, 0.0191
O, -0.0273, 0.0085, -0.1155
O, 0.0184, -0.0571, 0.0966
O, 0.0361, -0.0402, 0.033
O, -0.0103, 0.1051, -0.0794
O, 0.025, -0.001, 0.0494
O, -0.0535, 0.1003, 0.1391
O, 0.1121, -0.0333, -0.1275
O, 0.0083, 0.0004, 0.0654
O, -0.0093, 0.0452, -0.0262
O, -0.0061, -0.0499, -0.1256
O, -0.014, -0.0843, -0.0174
O, 0.017, -0.0589, 0.1313
O, -0.0215, -0.0179, -0.0722
O, 0.0289, -0.0413, -0.0263
O, -0.0007, -0.0066, -0.0209
O, -0.0415, 0.0046, 0.1923
O, -0.0216, -0.044, -0.0691
O, -0.0211, -0.0695, 0.0073
O, 0.0254, 0.0328, -0.0974
O, -0.014, 0.0936, 0.0609
O, -0.0201, -0.0218, -0.1443
O, -0.0039, -0.0109, 0.1029
O, 0.0126, -0.0156, -0.0431
O, -0.01, 0.0007, 0.0404
O, -0.0151, 0.032, -0.0379
O, -0.0611, 0.0891, 0.1478
O, 0.0184, -0.0107, -0.0067
O, 0.0435, 0.0441, -0.0232
O, -0.0149, 0.0603, -0.0305
O, 0.0519, -0.0665, 0.2334
O, -0.0994, -0.1882, 0.1388
O, 0.0387, -0.02, 0.0442
O, -0.0306, 0.0522, -0.053
O, -0.0104, -0.0621, 0.0591
O, -0.0169, -0.0181, 0.0182
O, 0.023, -0.069, -0.101
O, -0.0148, -0.0613, 0.0051
O, -0.0308, -0.0098, 0.0345
O, 0.0221, 0.1062, 0.0641
O, -0.1383, 0.0003, -0.0672
O, 0.08, -0.0419, 0.0779
O, -0.0095, -0.0264, -0.0729
O, -0.0125, 0.0089, -0.0309
O, -0.1083, -0.0177, -0.1217
O, -0.0378, -0.1062, -0.1092
O, -0.0355, -0.0353, -0.1293
O, -0.0348, 0.0705, 0.2189
O, -0.028, 0.0497, -0.0062

The program warned: the cutoff lies below the one the program advises for these potential files; the forces do not sum to zero within the program's tolerance; the exchange-correlation potential is rough where the density is thin.
